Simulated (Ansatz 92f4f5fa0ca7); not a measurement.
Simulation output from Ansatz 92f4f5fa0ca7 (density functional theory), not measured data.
Periodic cell of 240 atoms, Si148O92, from a study of silicon, its oxide and their interface. The atomic structure is a simulated model.
Doubt: the cutoff is far below the 930 eV that the study's wrapper takes by default for these files, so forces and energies are approximate.
This geometry differs little from another in the collection (a relaxation step or a small displacement).

Settings: functional PBE; potential files Ansatz PAW; basis plane waves; wave-function cutoff 580 eV; density cutoff ratio 5; exchange-correlation grid ratio 1; k mesh 1 x 1 x 1, Gamma-centred; self-consistency stop 5e-08 eV per atom in the density residual; occupations fixed; spin none; net charge 0.

Cell vectors (angstrom)
a, 11.6015, 0, 0
b, 0, 10.938, 0
c, 0, 0, 32.4409

Atoms and the computed forces on them: element, x, y, z (angstrom), force x, y, z (eV/angstrom)
Si, -0.2351, 0.3527, 23.661, 0.1648, -0.2342, -0.0929
Si, 3.3628, -0.1704, 23.6877, -0.2748, -0.101, -0.1202
Si, 7.9132, -0.3371, 23.7359, -0.0056, -0.1525, -0.0192
Si, 1.7309, 1.4425, 23.4291, 0.2137, 0.206, -0.2284
Si, 5.203, 1.2418, 23.6808, -0.0033, 0.2118, -0.2212
Si, 8.9596, 1.7704, 23.7601, 0.0546, 0.1421, -0.0629
Si, 0.4743, 5.7107, 23.692, 0.142, -0.0619, -0.2198
Si, 4.2043, 5.4197, 23.8443, 0.0808, -0.1735, -0.191
Si, 8.1756, 5.7006, 23.862, 0.0968, -0.1288, -0.0395
Si, 2.4386, 6.9249, 24.0124, 0.1299, 0.07, -0.0562
Si, 6.1298, 6.8252, 23.7385, 0.0037, 0.1444, -0.2334
Si, 10.1359, 6.9857, 23.8488, 0.0399, 0.1469, -0.1727
Si, 1.9009, 2.7453, 25.4836, -0.0693, 0.0238, 0.0892
Si, 5.7504, 2.6857, 25.611, 0.0319, -0.0354, 0.0073
Si, 9.5469, 2.8847, 25.7587, -0.0053, 0.0352, 0.0726
Si, 0.0093, 4.1376, 25.5093, -0.0294, -0.0276, 0.0309
Si, 3.8802, 4.0661, 25.7185, -0.0667, -0.0863, 0.0697
Si, 7.6723, 4.2209, 25.6829, -0.1305, -0.0539, 0.0815
Si, 1.9497, 8.3267, 25.8023, -0.0613, 0.1643, 0.0891
Si, 5.8331, 8.2303, 25.6518, -0.1014, 0.0057, -0.0011
Si, 9.8403, 8.2552, 25.7881, -0.0243, 0.0602, 0.0748
Si, 0.0039, 9.7828, 25.6714, 0.0176, 0.1093, -0.0722
Si, 3.8578, 9.6344, 25.7081, 0.0286, -0.053, 0.1335
Si, 7.8452, 9.4665, 25.7666, -0.0449, -0.0514, 0.0181
Si, 0.0324, 0.0828, 27.6481, 0.0717, 0.0271, -0.0303
Si, 3.8961, 0.0548, 27.62, -0.0126, 0.0118, -0.0371
Si, 7.7733, 0.0079, 27.6115, 0.0095, 0.0014, -0.0263
Si, 1.9611, 1.4282, 27.5311, 0.0421, 0.0038, -0.0355
Si, 5.8437, 1.3781, 27.5898, 0.0412, 0.004, -0.0167
Si, 9.6779, 1.4068, 27.6085, 0.0194, -0.0432, -0.0376
Si, 0.0101, 5.4212, 27.556, -0.042, 0.0101, -0.0153
Si, 3.8423, 5.4831, 27.6187, 0.0208, 0.0306, -0.0548
Si, 7.6904, 5.5292, 27.6347, -0.0194, 0.0381, -0.0711
Si, 1.8994, 6.8333, 27.6318, -0.0347, -0.049, -0.0278
Si, 5.7592, 6.872, 27.6024, -0.0018, -0.0029, -0.0095
Si, 9.7034, 6.8018, 27.6351, 0.0129, -0.0589, -0.0558
Si, 1.9336, 2.7345, 29.5416, 0.0574, 0.1061, -0.2773
Si, 5.8008, 2.7345, 29.5416, 0.1131, 0.0777, -0.135
Si, 9.6679, 2.7345, 29.5416, 0.0107, 0.1521, 0.1186
Si, 0, 4.1018, 29.5416, 0.0603, -0.1178, -0.197
Si, 3.8672, 4.1018, 29.5416, -0.0872, 0.0071, 0.0839
Si, 7.7343, 4.1018, 29.5416, -0.0462, 0.068, 0.02
Si, 1.9336, 8.2035, 29.5416, -0.0453, 0.0274, 0.12
Si, 5.8008, 8.2035, 29.5416, -0.1299, 0.1501, -0.0044
Si, 9.6679, 8.2035, 29.5416, 0.0209, 0.0125, 0.0433
Si, 0, 9.5708, 29.5416, 0.0363, 0.0909, -0.0295
Si, 3.8672, 9.5708, 29.5416, 0.0314, 0.1065, -0.0575
Si, 7.7343, 9.5708, 29.5416, 0.0499, 0.0033, -0.0149
Si, 0, 0, 31.4752, 0.0171, 0.0789, 0.0239
Si, 3.8672, 0, 31.4752, -0.0514, 0.0497, 0.006
Si, 7.7343, 0, 31.4752, 0.0128, 0.0297, 0.012
Si, 1.9336, 1.3673, 31.4752, 0.0302, -0.0814, -0.0729
Si, 5.8008, 1.3673, 31.4752, -0.0072, -0.104, 0.0193
Si, 9.6679, 1.3673, 31.4752, -0.0266, -0.062, 0.0316
Si, 0, 5.469, 31.4752, -0.0058, 0.0821, -0.0697
Si, 3.8672, 5.469, 31.4752, 0.026, 0.0702, -0.0135
Si, 7.7343, 5.469, 31.4752, 0.0009, 0.0754, -0.0144
Si, 1.9336, 6.8362, 31.4752, -0.0067, 0.0003, 0.0208
Si, 5.8008, 6.8362, 31.4752, 0.0097, -0.0326, 0.0218
Si, 9.6679, 6.8362, 31.4752, 0.0017, -0.0707, 0.055
Si, 1.9336, 2.7345, 0.9679, -0.0826, -0.0209, -0.1963
Si, 5.8008, 2.7345, 0.9679, 0.0091, -0.0392, 0.2135
Si, 9.6679, 2.7345, 0.9679, -0.0244, -0.1059, 0.2061
Si, 0, 4.1018, 0.9679, -0.0047, -0.1102, -0.1575
Si, 3.8672, 4.1018, 0.9679, 0.0043, -0.1233, 0.1085
Si, 7.7343, 4.1018, 0.9679, 0.0239, -0.0384, 0.1257
Si, 1.9336, 8.2035, 0.9679, 0.0524, -0.0749, 0.0456
Si, 5.8008, 8.2035, 0.9679, -0.0023, 0.0256, -0.1723
Si, 9.6679, 8.2035, 0.9679, -0.0052, -0.0739, 0.2652
Si, 0, 9.5708, 0.9679, -0.0965, -0.0269, 0.341
Si, 3.8672, 9.5708, 0.9679, 0.0609, -0.12, -0.0051
Si, 7.7343, 9.5708, 0.9679, -0.0329, -0.0578, -0.0017
Si, -0.0334, -0.0443, 2.9737, -0.0399, -0.0183, 0.0668
Si, 3.8607, -0.0086, 2.8962, -0.012, 0.0421, 0.0191
Si, 7.7196, -0.024, 2.9113, -0.011, 0.0125, 0.0539
Si, 1.9172, 1.3052, 2.8432, 0.0321, 0.0325, 0.0618
Si, 5.791, 1.3538, 2.9357, -0.014, -0.021, 0.047
Si, 9.6426, 1.3544, 2.9366, -0.0211, -0.0092, 0.0329
Si, -0.0035, 5.4574, 2.8791, 0.0082, 0.0127, 0.0183
Si, 3.885, 5.4381, 2.9228, 0.0165, 0.0361, 0.001
Si, 7.7266, 5.4499, 2.9307, -0.0201, 0.0108, 0.0386
Si, 1.9397, 6.7981, 2.8903, 0.0175, 0.0015, 0.031
Si, 5.7963, 6.804, 2.8595, 0.0025, -0.0281, 0.0248
Si, 9.6692, 6.8215, 2.9431, 0.0096, 0.0121, 0.086
Si, 1.9877, 2.695, 4.7145, 0.0227, 0.0506, -0.0754
Si, 5.8149, 2.6234, 4.961, -0.0049, -0.0469, -0.0174
Si, 9.6252, 2.7471, 4.8705, -0.0439, -0.0303, -0.0031
Si, -0.0028, 4.0052, 4.7309, 0.0293, -0.0235, -0.0178
Si, 3.895, 4.073, 4.8804, 0.0753, -0.0285, -0.0667
Si, 7.6658, 4.0818, 4.8884, 0.0091, -0.0514, -0.0792
Si, 1.9033, 8.1734, 4.8089, 0.01, 0.0542, -0.0357
Si, 5.7108, 8.168, 4.76, 0.0197, 0.0663, -0.0292
Si, 9.6396, 8.0817, 4.9803, -0.0128, -0.018, -0.0423
Si, -0.0137, 9.5314, 4.9857, -0.0218, 0.0701, 0.0707
Si, 3.8232, 9.5507, 4.8164, 0.003, -0.048, -0.0838
Si, 7.7348, 9.4601, 4.7987, -0.0827, -0.1373, -0.0883
Si, 0.5376, -0.0586, 6.9655, 0.0226, 0.0582, 0.1246
Si, 4.0148, -0.1337, 6.8115, -0.0081, -0.0991, 0.1506
Si, 7.986, -0.2274, 6.7558, 0.1627, -0.0197, 0.1479
Si, 2.2724, 1.4399, 6.669, -0.031, -0.0366, 0.0705
Si, 6.0004, 1.0491, 6.8481, 0.0078, 0.1087, 0.1772
Si, 9.4872, 1.5559, 6.9223, 0.0493, 0.1746, 0.1632
Si, 0.1295, 5.148, 6.7507, 0.0846, -0.0974, 0.0474
Si, 3.6176, 5.3425, 6.896, -0.0189, -0.185, 0.1741
Si, 7.3044, 5.4506, 6.7874, 0.0385, -0.0992, 0.1234
Si, 1.7904, 6.7656, 6.691, -0.152, 0.0297, 0.1614
Si, 5.515, 6.8821, 6.7323, -0.0008, 0.1081, 0.114
Si, 9.1538, 6.8317, 7.0345, 0.079, -0.1396, -0.0384
O, 6.9084, 4.6424, 8.1965, -0.012, -0.0084, -0.1638
O, 5.8592, 8.0297, 7.9259, 0.0174, -0.0396, -0.1029
O, 1.0647, 10.096, 8.3283, 0.0114, -0.0551, -0.1504
O, 6.0111, 1.6579, 8.4214, 0.0246, -0.0348, -0.1327
O, 1.593, 7.5221, 8.1608, 0.0217, 0.0823, 0.0356
O, 10.3668, 5.7542, 7.4199, -0.2123, 0.1556, -0.0805
O, 12.1865, 3.9947, 7.8473, 0.0372, -0.0044, -0.0822
O, 8.5018, 9.7793, 8.0628, -0.1191, 0.1038, -0.1169
O, 3.9715, 9.8724, 8.2351, -0.0216, 0.0313, -0.213
O, -0.7294, 0.8575, 7.4568, 0.0438, -0.0502, -0.1701
O, 3.215, 4.2504, 8.1674, 0.0945, 0.0768, -0.2192
O, 9.0972, 2.5746, 8.1745, 0.0158, 0.0064, -0.2031
O, 5.0802, 2.082, 22.2804, -0.0168, 0.0655, 0.146
O, 6.3543, 11.0526, 23.5529, -0.0597, 0.0168, 0.0706
O, 6.2313, 7.6746, 22.3009, -0.0172, -0.0825, 0.148
O, 2.968, 7.7631, 22.6497, -0.0879, -0.006, 0.1013
O, 10.2938, 7.7629, 22.3725, -0.095, 0.0496, 0.0147
O, -0.9522, 10.3691, 22.5096, 0.0763, 0.1228, 0.1246
O, 8.589, 5.0391, 22.3684, -0.0029, -0.0765, -0.0179
O, 8.0342, 2.4918, 22.597, 0.0384, 0.0986, -0.022
O, 8.085, 9.6386, 22.3988, -0.0069, -0.049, 0.1406
O, 1.5198, 4.0419, 19.991, 0.0014, 0.0148, 0.0283
O, 1.6467, 2.0886, 21.8494, 0.0454, -0.1355, 0.3008
O, 0.8611, 5.393, 22.0744, -0.1027, 0.0306, 0.1358
Si, 4.9067, 3.5075, 21.5347, -0.1672, -0.1107, -0.155
Si, 1.0032, 8.1671, 12.116, -0.0015, -0.0877, 0.2433
Si, 7.2458, 2.4225, 13.8832, -0.0397, 0.0007, 0.0358
Si, -0.6296, 9.0436, 21.6277, -0.0023, -0.0409, -0.1015
Si, 6.4277, 0.8542, 9.8011, -0.0917, 0.173, 0.1486
Si, 0.1448, 0.1331, 13.0248, 0.0372, -0.0218, 0.0644
Si, 3.8208, 6.6004, 18.8757, 0.052, 0.0235, -0.144
Si, 4.6984, 9.3169, 19.8151, 0.1056, -0.0621, -0.1717
Si, -1.6976, 3.6583, 14.6032, -0.0426, -0.0321, 0.0335
Si, 8.9817, 2.5792, 9.8123, -0.0486, 0.0073, 0.1215
Si, 5.6132, 7.1678, 11.2473, -0.0208, -0.0561, 0.2475
Si, 2.1609, 1.8549, 17.6568, 0.1234, 0.0043, -0.0808
Si, -2.2727, 2.1033, 17.2887, -0.0631, -0.1097, -0.1693
Si, 0.4573, 2.3722, 10.9076, -0.0212, 0.0098, 0.1814
Si, 8.2569, 8.2166, 11.9107, -0.0465, -0.0622, 0.1586
Si, 10.3966, 6.6499, 13.4977, 0.0002, 0.0903, 0.0018
Si, 5.1853, 9.0699, 9.0013, -0.117, 0.0232, 0.1517
Si, 0.0159, -3.0713, 16.0692, 0.0054, -0.0339, -0.0286
Si, 0.7616, 8.6403, 9.0008, 0.1016, -0.0634, 0.0674
Si, -0.7554, 6.1699, 18.4807, -0.048, 0.0831, -0.095
Si, -1.6761, 3.211, 19.2439, 0.228, -0.0636, -0.1376
Si, 2.5808, 9.2163, 21.9981, 0.0066, -0.0149, -0.2089
Si, 1.9438, 3.1533, 8.2415, -0.0724, 0.0242, 0.0599
Si, 4.2758, -0.3227, 17.0142, -0.0447, -0.0022, -0.0087
Si, 6.3428, 1.9471, 16.7103, -0.0273, -0.0027, -0.0835
Si, 7.023, 8.8278, 21.462, -0.0319, -0.0091, -0.226
Si, 7.9226, 3.7816, 21.5862, -0.0158, -0.0404, -0.1257
Si, 9.1381, 8.4333, 8.7641, 0.0144, 0.0356, 0.1846
Si, 5.158, 2.7681, 11.5591, -0.0276, -0.0069, 0.0966
Si, 8.8033, 10.6898, 13.8238, 0.0126, -0.0289, 0.0771
Si, 4.4468, 3.6422, 18.5279, -0.0219, 0.0444, -0.2299
Si, 3.1305, 7.8806, 16.0457, 0.0235, -0.0276, -0.0179
Si, 1.3655, 5.5679, 20.5259, 0.0015, 0.0159, -0.1289
Si, 9.6895, 10.1317, 16.7575, -0.007, 0.0001, -0.0444
Si, 13.9768, 3.6892, 12.8374, 0.0833, -0.0111, 0.0619
Si, 3.3714, 6.6375, 13.299, 0.0167, -0.0399, 0.0154
Si, -4.7736, 4.6308, 9.8183, -0.033, -0.027, 0.1708
Si, 1.0058, 2.1222, 14.9088, 0.1355, 0.0038, 0.0221
Si, 1.0572, 2.5294, 20.3812, -0.0551, -0.0077, -0.162
Si, 9.1316, 8.5513, 19.2431, -0.0463, -0.082, -0.2209
O, 7.7954, 1.5062, 17.2893, 0.0283, 0.0217, 0.0534
O, 7.8527, -2.6907, 20.1908, -0.0341, -0.0275, 0.1237
O, 3.2682, -1.4114, 20.5547, -0.1076, -0.004, 0.0772
O, 4.6582, 6.4191, 12.3242, 0.0305, 0.0316, -0.0852
O, 6.6528, 8.0633, 12.1078, 0.0272, 0.0287, -0.0799
O, -1.3451, 5.1891, 14.1902, 0.0058, -0.043, 0.0023
O, -0.5825, 2.5079, 20.264, -0.0244, 0.0535, 0.0925
O, 4.8651, 7.7401, 19.3978, -0.0054, 0.0593, 0.0918
O, 8.6105, 8.2594, 10.3133, 0.0373, 0.0563, -0.2355
O, -8.4567, 3.157, 17.6827, 0.0043, -0.0166, 0.0492
O, 2.4704, 7.8737, 12.7508, -0.0502, 0.0513, -0.0863
O, 12.5994, 9.0313, 21.5992, 0.053, 0.0936, 0.1212
O, -2.0783, 7.0975, 18.6229, 0.0079, 0.0057, 0.0709
O, 2.8851, 11.4428, 17.1268, 0.0145, -0.0056, 0.0299
O, 2.7684, 6.3022, 20.0949, -0.0198, -0.02, 0.1222
O, 4.6467, 5.2534, 18.4802, -0.0095, -0.0171, 0.0686
O, 10.3648, 9.1802, 20.1224, 0.1188, 0.0373, 0.2262
O, 5.3536, 1.2493, 10.9798, 0.0742, -0.0759, -0.1512
O, 4.2647, 3.1774, 20.0807, 0.0433, -0.0032, 0.2065
O, 10.7578, 8.4955, 8.9161, -0.042, -0.0063, -0.0561
O, 1.2215, 8.4701, 10.541, -0.0053, 0.0518, -0.2162
O, 11.6245, -4.0596, 12.4217, 0.0064, 0.0279, -0.0789
O, -0.9098, 7.6479, 14.7522, -0.0246, -0.0131, -0.005
O, 0.247, 6.4542, 19.7314, 0.0138, -0.0203, 0.1185
O, 3.9905, 9.2735, 16.1338, 0.0021, 0.0175, -0.0111
O, 6.5521, 2.7644, 15.3196, 0.0145, 0.0043, 0.0126
O, 8.646, 3.2289, 13.6626, 0.014, 0.0042, -0.0202
O, 4.7914, -0.6907, 18.5053, -0.0152, -0.0031, 0.0687
O, 7.9705, 12.2504, 10.2208, 0.0071, -0.0657, -0.0827
O, 5.8788, 9.7993, 20.8244, 0.0206, -0.0073, 0.0944
O, -10.0057, 1.5702, 19.1628, -0.0383, -0.0028, 0.0987
O, 1.5297, 2.4462, 9.6654, 0.0372, 0.0424, -0.0894
O, 1.0054, 3.5233, 11.9474, -0.0684, -0.0175, -0.0951
O, 11.5423, 6.5513, 17.0503, 0.0191, -0.0097, 0.064
O, 10.197, 11.6773, 16.9684, -0.0035, 0.0183, 0.0547
O, 8.2431, 3.9598, 10.3245, 0.0234, 0.0343, -0.1181
O, -1.045, 1.7812, 23.3271, -0.082, -0.2306, 0.0791
O, -1.1365, 4.5991, 18.5616, 0.0052, -0.0499, 0.038
O, -1.1283, 13.4867, 10.4959, 0.0266, -0.0146, -0.1022
O, 13.1682, -2.8009, 15.6621, -0.0211, 0.017, 0.0118
O, 0.3518, 9.4845, 12.8068, 0.0091, -0.0304, -0.0631
O, -2.5805, -3.9377, 12.694, 0.0289, -0.0058, -0.0299
O, 6.2534, 10.179, 9.5773, 0.0472, -0.0699, -0.0882
O, 6.3693, 4.1721, 21.3188, 0.1589, 0.0575, 0.059
O, 8.8784, 10.0391, 15.3327, -0.0097, -0.0081, 0.0194
O, 3.1246, 7.1288, 17.4953, -0.0243, 0.0115, 0.0558
O, 1.0269, 2.1993, 16.5356, -0.0459, -0.0069, 0.0503
O, -0.3349, 2.832, 14.3478, -0.0499, -0.0052, -0.0368
O, 5.5533, 3.7729, 10.3452, -0.0028, 0.0228, -0.1069
O, 3.6375, 3.0651, 12.0172, 0.0013, 0.0028, -0.0597
O, -1.3992, 11.4065, 13.4176, -0.0074, 0.0373, -0.0159
O, 5.4276, 0.6337, 16.3722, 0.0045, -0.002, 0.0131
O, 5.7304, 13.8726, 17.8423, -0.0037, 0.0043, 0.0833
O, 2.5376, 5.2538, 13.2103, -0.0284, -0.0101, -0.0084
O, 4.7141, 8.1298, 10.2626, -0.0001, 0.0383, -0.1724
O, -2.1252, 3.2973, 16.1499, 0.0304, 0.0306, 0.0275
O, -0.5615, -1.7267, 16.7776, -0.005, 0.0364, 0.0102
O, -7.8096, -3.9666, 14.8486, 0.0066, -0.0002, 0.0196
O, 13.8882, 13.845, 14.2702, -0.065, -0.0292, 0.0051
O, 1.0453, 0.5952, 14.3152, -0.0376, 0.0425, -0.0251
O, 8.6047, -1.3439, 12.6639, 0.0013, 0.0089, -0.0895
O, 7.5695, 11.7597, 13.7756, 0.0338, 0.0058, -0.0059
O, 6.5521, 6.1248, 10.4054, 0.0363, -0.0036, -0.1346
O, 6.1872, 2.962, 12.7921, 0.0334, 0.0049, -0.0305
O, 0.5753, 0.9197, 11.6564, 0.0101, 0.0232, -0.0916
O, 3.9828, 4.5212, 22.4253, -0.004, 0.1145, 0.1812
O, 8.6063, 3.5044, 20.1488, -0.2245, 0.0919, 0.3079
O, 8.7751, 9.584, 18.0153, 0.0136, -0.0019, 0.062

Results
free energy: -146401.962 eV
free energy less fixed offsets of O -568.88, Si -635.61 eV per atom: 5.278 eV

The program warned: the cutoff lies below the one the program advises for these potential files; the forces do not sum to zero within the program's tolerance; the exchange-correlation potential is rough where the density is thin.
